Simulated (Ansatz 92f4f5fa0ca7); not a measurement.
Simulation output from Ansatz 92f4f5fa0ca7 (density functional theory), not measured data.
Periodic cell of 166 atoms, Si98O68, from a study of silicon, its oxide and their interface. The atomic structure is a simulated model.

Settings
functional: r2SCAN
potential files: Ansatz norm-conserving
basis: plane waves
wave-function cutoff: 1300 eV
density cutoff ratio: 4
exchange-correlation grid ratio: 1
k mesh: 2 x 2 x 1, shifted by 0.5 0.5 0.5 of a step
self-consistency stop: 5e-08 eV per atom in the density residual
occupations: Fermi-Dirac, 0.05 eV
spin: none
net charge: 0

Cell vectors (angstrom)
a	10.88	0	0
b	0	10.88	0
c	0	0	24.4123

Atoms: element, x, y, z (angstrom)
Si	-0.7862	0.7733	-0.2785
Si	3.8198	2.41	0.1295
Si	0.4006	6.533	-0.3387
Si	4.7114	8.4971	-1.0001
Si	3.3692	3.5579	-1.8805
Si	8.5678	2.5817	0.1746
Si	7.1361	6.4846	-0.529
Si	8.7041	8.1784	-0.6012
Si	1.8374	1.53	1.154
Si	4.1831	4.1232	1.6609
Si	1.8161	7.3205	1.3902
Si	3.8142	8.8916	1.254
Si	6.6163	1.6214	1.1887
Si	9.7988	4.1266	1.3881
Si	6.6047	6.1688	1.6369
Si	9.3938	9.7284	1.0953
Si	0.3019	2.737	2.6308
Si	2.8638	-0.112	2.5157
Si	0.0226	8.3787	2.5452
Si	2.6428	5.5143	2.7356
Si	5.5174	2.697	2.9393
Si	7.9239	0.0081	2.4847
Si	5.4528	7.9738	2.6771
Si	8.3475	5.2774	2.8525
Si	1.3873	4.1226	4.1538
Si	4.135	1.207	4.0843
Si	1.4121	9.6168	3.9894
Si	4.0636	6.766	4.1051
Si	6.9272	4.0083	4.2076
Si	9.5389	1.3415	3.8284
Si	6.7871	9.4403	3.9906
Si	9.5921	6.902	3.9867
Si	0.0027	0.0424	5.3135
Si	2.7473	2.658	5.4256
Si	-0.0218	5.5251	5.4451
Si	2.7032	8.1883	5.4008
Si	5.4786	-0.1448	5.4653
Si	8.2695	2.5651	5.4138
Si	5.4474	5.3975	5.3718
Si	8.1865	8.1421	5.4145
Si	1.3434	1.3209	6.7951
Si	4.1176	4.0644	6.7252
Si	1.3222	6.9065	6.8206
Si	4.1167	9.3971	6.8405
Si	6.9144	1.1827	6.7805
Si	9.4546	4.0989	6.7234
Si	6.7493	6.7296	6.7389
Si	9.6287	9.5156	6.7472
Si	-0.1122	2.7276	8.065
Si	2.7384	-0.1204	8.1837
Si	0.0042	8.2254	8.3281
Si	2.7393	5.4942	8.0476
Si	5.5157	2.6557	7.9691
Si	8.2493	-0.1969	8.2191
Si	5.4476	7.9902	8.2334
Si	8.0606	5.3983	8.1402
Si	1.2391	4.2058	9.208
Si	4.0803	1.4266	9.2823
Si	1.4922	9.5675	9.8296
Si	4.0087	6.6957	9.6793
Si	6.7004	3.9092	9.5394
Si	9.5758	1.2801	9.5206
Si	7.3186	8.828	9.4167
Si	9.0152	7.1471	9.4017
Si	0.5052	0.5832	10.9423
Si	2.6163	2.8184	10.3393
Si	-0.4789	5.5205	11.4881
Si	2.9993	8.2453	11.2285
Si	5.9889	1.2842	11.7689
Si	7.8537	2.2454	10.7535
Si	4.8893	4.8644	10.8919
Si	6.9146	8.4453	14.1137
Si	-0.8188	9.8289	18.7778
Si	0.103	17.7553	18.1175
Si	6.9463	9.4923	18.5206
Si	6.1719	12.4453	18.0739
Si	-2.1395	3.1559	12.6392
Si	-1.1827	9.3023	14.5542
Si	10.5832	11.9927	13.9162
Si	8.614	6.8163	15.5559
Si	0.6608	12.5609	18.2092
Si	0.9509	-3.4924	13.4947
Si	1.6776	13.7191	15.6312
Si	5.8609	9.3277	12.2172
Si	6.3603	7.7811	17.0297
Si	8.8614	2.5203	18.7702
Si	4.4858	5.5237	18.2492
Si	-4.8657	3.9577	13.3637
Si	6.8649	9.5833	21.5973
Si	13.6965	6.4217	22.4047
Si	-1.7461	11.2556	21.1264
Si	0.3631	16.7002	15.9883
Si	4.6086	14.1876	16.0006
Si	-5.3071	3.6517	20.3426
Si	1.4329	3.6562	20.377
Si	2.5768	5.5911	19.5147
Si	9.4552	5.0134	20.0371
Si	7.7198	4.7336	22.4461
O	-2.4846	3.458	-1.2276
O	-5.6609	1.402	0.1969
O	3.5426	5.1168	-1.329
O	5.4091	5.117	1.1502
O	-0.4252	5.2709	0.3106
O	-10.0517	0.9737	-0.074
O	5.2662	2.0499	-7.6009
O	1.508	17.4931	-5.5661
O	5.4358	-1.2736	-2.004
O	-2.364	9.9224	-6.1851
O	6.5759	4.0092	-2.8748
O	3.1183	6.3802	-3.5824
O	5.7416	7.2361	-1.0175
O	3.2804	7.9039	-1.5225
O	8.0201	8.8049	-1.9643
O	7.5342	11.0621	-2.9811
O	-0.019	0.3868	12.49
O	6.0344	-0.0423	18.2511
O	1.6581	1.7623	11.1927
O	3.5615	3.8915	11.1953
O	0.2526	6.1586	12.7427
O	1.0673	26.0877	15.9352
O	0.9081	12.9294	14.4466
O	-6.6379	15.3446	17.0524
O	9.2396	-4.3535	10.9486
O	4.8898	0.8615	10.634
O	7.616	6.7109	16.8425
O	10.2648	-0.1029	14.9715
O	5.4182	5.1703	12.4431
O	4.3417	9.0036	11.7851
O	10.2433	18.5608	23.5268
O	-5.2828	3.9722	14.9169
O	11.4025	5.3036	10.2331
O	1.6534	12.7899	16.9636
O	5.5466	24.3078	12.7057
O	2.259	7.7891	12.6365
O	5.0903	6.9166	17.5914
O	-4.8531	-0.0089	12.7481
O	-2.6941	9.5193	13.99
O	-1.387	8.2065	15.7608
O	7.7016	17.855	14.1989
O	20.1746	12.9696	13.7325
O	5.7917	2.2904	19.4795
O	-1.1959	-5.2728	15.4561
O	7.6336	4.0884	13.3609
O	7.728	12.819	17.7753
O	-1.0985	6.2318	19.0354
O	-0.6481	2.6065	17.908
O	3.2457	13.7824	15.2248
O	10.7575	19.3629	18.2465
O	6.0951	8.513	15.566
O	-1.0005	9.9894	20.3977
O	1.4259	2.2213	19.5492
O	8.7376	5.4995	21.4049
O	-2.4362	14.8887	19.2364
O	1.8485	3.3277	21.9415
O	1.2423	17.7095	15.0076
O	9.9146	4.0702	12.0005
O	-3.9825	9.1425	10.9841
O	-0.1139	4.1669	20.4463
O	5.5756	15.7878	19.3064
O	9.9427	0.5985	22.5014
O	-0.0893	8.6403	13.5388
O	0.1749	11.0203	18.2803
O	9.171	1.6297	20.0967
O	6.7037	8.9897	20.0802
O	4.1638	3.3899	21.1013
O	1.2393	6.2052	22.7251

Results
free energy: -43098.598 eV
free energy less fixed offsets of O -463.61, Si -117.95 eV per atom: -14.018 eV
pressure: -1.23 GPa
stress xx, yy, zz, yz, xz, xy (GPa, positive in tension): 1.08, 1.23, 1.37, -0.63, -0.6, 0.32

Forces (eV/angstrom), in the order of the atoms: element, x, y, z
Si	-0.0975	-0.5919	-0.6029
Si	0.6086	-0.3396	0.1304
Si	-0.0558	0.3589	-0.0744
Si	0.0784	0.2152	0.0618
Si	-0.2152	0.2361	-0.678
Si	0.0911	0.1161	-0.6871
Si	0.0633	0.6128	0.3763
Si	0.1645	0.0017	-0.4598
Si	-0.5482	-0.5028	-0.4378
Si	0.5985	0.2178	-0.022
Si	-0.0032	-0.0747	0.0523
Si	-0.2056	0.1016	-0.125
Si	-0.8124	0.1364	0.0054
Si	0.0531	0.9394	-0.1194
Si	-0.4441	-0.1264	-0.2574
Si	0.1492	-0.1179	-0.1565
Si	0.0634	-0.0639	0.0465
Si	0.0666	-0.1601	0.0418
Si	-0.1515	0.0735	0.1943
Si	-0.025	0.0096	-0.041
Si	-0.1241	0.1125	0.1522
Si	0.1202	0.0023	0.1753
Si	0.162	-0.0553	0.1739
Si	0.1339	0.0419	0.0525
Si	0.0458	-0.057	0.0449
Si	-0.0659	0.096	0.0229
Si	-0.0332	-0.0928	-0.0444
Si	-0.0269	-0.1242	0.0378
Si	-0.0497	-0.1664	0.0619
Si	-0.0834	0.1314	-0.2122
Si	-0.0668	0.0967	0.0104
Si	0.0993	-0.0233	-0.0388
Si	0.1194	-0.0525	0.1227
Si	0.0588	-0.0095	-0.0697
Si	0.0134	-0.0584	-0.0473
Si	-0.0958	-0.0379	0.0306
Si	-0.036	-0.0414	-0.1203
Si	-0.1314	0.1797	0.034
Si	0.126	-0.0025	0.0931
Si	0.083	0.0051	0.0018
Si	0.0498	0.1628	0.1255
Si	-0.0756	-0.1741	0.0877
Si	0.1834	-0.1114	0.1096
Si	-0.0715	0.0885	0.1888
Si	0.0521	0.0586	0.1031
Si	0.0468	-0.1071	0.1098
Si	0.0292	0.0383	-0.0851
Si	-0.1644	-0.1217	-0.0763
Si	-0.0903	0.0269	-0.1544
Si	-0.0647	-0.0265	-0.249
Si	0.2384	0.0162	0.0941
Si	0.1441	0.1606	-0.2377
Si	0.1654	0.0282	-0.1284
Si	0.1022	0.166	-0.0919
Si	-0.0848	0.0235	0.0751
Si	-0.1431	-0.3255	0.1404
Si	-0.1749	0.2039	0.339
Si	0.3601	-0.2095	0.3375
Si	-0.1223	-0.0074	0.0068
Si	-0.0187	-0.1484	-0.0147
Si	-0.0691	0.3271	0.0504
Si	0.0047	-0.0301	-0.013
Si	-0.427	0.4416	0.2885
Si	0.244	-0.4481	0.3971
Si	0.204	0.2847	0.6629
Si	-0.1507	0.2903	0.435
Si	-0.1601	-0.3556	-0.2344
Si	-0.0828	0.0368	0.1076
Si	-0.2253	0.1443	-0.2541
Si	-0.1148	-0.1716	-0.0837
Si	-0.1827	-0.144	0.4648
Si	0.1399	-0.1414	0.18
Si	-0.1542	0.1303	-0.0952
Si	-0.2176	0.2947	0.6216
Si	0.1081	0.3968	0.1115
Si	0.0903	-0.083	-0.1783
Si	0.0529	0.164	0.0635
Si	0.1259	0.198	0.2051
Si	-0.1926	0.1359	0.2676
Si	-0.232	-0.182	0.0235
Si	0.0031	0.0824	0.0085
Si	-0.308	0.0105	0.2696
Si	0.1611	-0.1943	0.1805
Si	0.3695	-0.0361	0.5916
Si	-0.1818	-0.2556	0.3222
Si	-0.0113	0.0019	-0.2994
Si	0.795	0.2248	-0.5763
Si	0.4934	0.1023	0.3178
Si	0.3063	0.0057	-0.0717
Si	-0.1274	-0.0435	-0.1589
Si	0.105	0.07	-0.0932
Si	0.1254	-0.4331	-0.3344
Si	-0.1506	-0.1264	0.2391
Si	0.1043	-0.0467	-0.3904
Si	-0.5024	-0.6335	-0.0612
Si	-0.2819	0.1377	-0.1307
Si	-0.1014	-0.1777	-0.2421
Si	0.0075	-0.3826	-0.9102
O	0.0533	-0.1702	0.1958
O	-0.0099	0.3943	0.1815
O	0.0054	-0.1067	-0.2434
O	-0.3037	-0.1609	0.3505
O	-0.174	-0.5038	0.2587
O	0.2804	0.4239	0.7171
O	-0.0281	0.333	0.0058
O	0.2181	-0.2931	0.0905
O	-0.0191	-0.4049	0.1987
O	-0.0133	-0.1688	0.1497
O	0.2454	0.1293	0.296
O	0.0107	0.0794	0.481
O	-0.3869	0.2455	-0.2338
O	0.3096	-0.4687	-0.307
O	-0.0785	0.2684	-0.0805
O	0.0315	-0.1439	-0.0009
O	0.1224	-0.0039	-0.3305
O	0.2255	-0.0567	0.07
O	-0.0745	-0.1586	-0.2308
O	0.3575	-0.1541	-0.2523
O	0.1338	0.0959	-0.0122
O	-0.0969	0.2826	-0.0128
O	-0.1026	-0.0233	-0.0111
O	-0.0266	0.0456	0.119
O	0.0752	0.2361	-0.388
O	-0.168	0.0352	-0.187
O	-0.0628	0.2767	-0.4583
O	-0.0552	-0.0844	-0.3562
O	-0.1041	-0.202	-0.2504
O	-0.1821	0.0125	-0.1653
O	0.0734	-0.455	0.2478
O	-0.0213	0.0009	-0.313
O	-0.0752	-0.0888	-0.0373
O	-0.1409	0.1738	-0.1015
O	-0.0122	-0.2404	-0.1091
O	0.2207	0.079	-0.3923
O	-0.1149	-0.3133	0.1179
O	-0.2257	-0.1151	-0.3765
O	-0.0616	-0.3025	0.0237
O	-0.0963	0.0624	-0.3584
O	0.0662	0.3409	0.3161
O	0.1769	0.0034	-0.1176
O	0.0775	0.2418	0.0606
O	0.2052	0.2555	-0.0097
O	-0.1746	-0.0986	0.0111
O	-0.1264	-0.0175	0.3943
O	0.2865	-0.0203	-0.0443
O	0.0382	-0.1316	0.252
O	-0.0289	0.1027	0.0532
O	-0.0541	-0.225	0.0491
O	0.3529	-0.179	-0.3445
O	-0.1682	0.1728	-0.1313
O	-0.144	0.3458	0.0067
O	-0.1237	-0.2415	0.1897
O	0.1793	0.0217	0.2586
O	0.2321	0.2267	0.0793
O	-0.259	-0.0654	-0.2422
O	0.2274	0.3539	0.0833
O	0.0431	-0.1024	-0.2802
O	0.0878	0.2066	-0.084
O	-0.2582	-0.1381	0.1397
O	-0.1428	0.0612	0.3242
O	0.0306	-0.1993	0.114
O	-0.1101	0.057	0.1428
O	-0.0595	-0.0734	0.0092
O	0.0809	0.2098	0.149
O	0.1166	0.1048	0.3789
O	0.1736	-0.0973	-0.1398
